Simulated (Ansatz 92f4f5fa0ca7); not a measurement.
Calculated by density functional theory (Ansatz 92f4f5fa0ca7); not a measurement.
Periodic cell of 192 atoms, Si128O64, from a study of silicon, its oxide and their interface. The atomic structure is a simulated model.
This geometry differs little from another in the collection (a relaxation step or a small displacement).

Settings
functional: r2SCAN
potential files: Ansatz PAW
basis: plane waves
wave-function cutoff: 800 eV
density cutoff ratio: 5
exchange-correlation grid ratio: 1
k mesh: 1 x 1 x 1, shifted by 0.5 0.5 0 of a step
self-consistency stop: 1e-10 eV per atom in the density residual
occupations: fixed
spin: none
net charge: 0

Cell vectors (angstrom)
a, 10.88, 0, 0
b, 0, 10.88, 0
c, -4.0028, 2.8761, 28.1516

Atoms: element, x, y, z (angstrom)
Si, 1.1065, -1.0791, -0.0505
Si, 4.4494, 1.0297, 0.0183
Si, 1.1354, 4.3257, 0.2194
Si, 4.1954, -4.3283, 0.1283
Si, -4.2948, -1.2456, 0.0771
Si, -1.1188, 1.2503, 0.0226
Si, 6.5219, 4.2995, 0.0798
Si, -1.0625, -4.3562, 0.0586
Si, 2.7532, -0.0168, 1.2793
Si, 5.4705, 2.6551, 1.3644
Si, 2.6868, -5.4236, 1.5116
Si, 5.3714, -2.7273, 1.397
Si, -2.7257, 0.0292, 1.2796
Si, -0.0269, 2.7418, 1.4548
Si, 8.1777, 5.4149, 1.3349
Si, 0.0559, -2.722, 1.3009
Si, 1.4149, 1.3579, 2.6941
Si, 4.0836, 4.0176, 2.7326
Si, 1.3597, -4.0091, 2.7882
Si, 4.0302, -1.3629, 2.74
Si, 6.849, 1.3558, 2.7306
Si, 9.475, 4.0802, 2.7795
Si, 6.8142, 6.7999, 2.6934
Si, -1.3537, -1.3578, 2.6374
Si, 0.019, -0.0138, 4.0245
Si, 2.7284, 2.7003, 4.1055
Si, -0.0206, 5.4706, 4.0915
Si, 2.7177, -2.6947, 4.1505
Si, 5.4411, 0.002, 4.0589
Si, 8.1535, 2.709, 4.1333
Si, 5.4587, 5.4147, 4.0519
Si, 8.173, -2.704, 4.0411
Si, 1.3897, -1.3539, 10.8748
Si, 4.0764, 1.3265, 10.8629
Si, 1.3423, 4.0938, 10.8858
Si, 4.0788, -4.0589, 10.8886
Si, 6.7857, -1.3672, 10.8744
Si, -1.3476, 1.3998, 10.8757
Si, 6.8127, 4.0806, 10.8792
Si, -1.3599, 6.7739, 10.8748
Si, 2.7371, -0.0097, 12.2761
Si, 5.4377, 2.6933, 12.1881
Si, 2.6973, 5.4679, 12.2258
Si, 5.4385, -2.7142, 12.2699
Si, -2.7229, 0.0198, 12.1776
Si, -0.0088, 2.7557, 12.2771
Si, 8.1694, 5.4257, 12.2698
Si, 0.0326, -2.747, 12.188
Si, 1.369, 1.3866, 13.6057
Si, 4.0644, 4.0624, 13.5054
Si, 1.3479, -4.0705, 13.6288
Si, 4.0936, -1.3699, 13.6687
Si, -4.0831, 1.3493, 13.5535
Si, -1.3639, 4.0957, 13.6899
Si, 6.7979, -4.0938, 13.6174
Si, -1.3317, -1.3528, 13.4625
Si, -0.0126, -0.0139, 14.8686
Si, 2.7108, 2.7792, 14.9416
Si, -0.0194, -5.3964, 15.0669
Si, 2.7313, -2.7399, 15.0265
Si, 5.4712, 0.0204, 14.9845
Si, -2.7525, 2.6803, 14.9686
Si, 5.4182, 5.3635, 14.9005
Si, -2.6694, -2.6744, 14.8483
Si, 1.1448, -1.497, 16.2494
Si, 4.3098, 1.6539, 16.217
Si, 1.5602, 4.2961, 16.3526
Si, 3.8371, -4.4481, 16.2397
Si, 7.1015, -1.1578, 16.2165
Si, -1.6001, 1.0521, 16.2099
Si, -4.3378, 3.8227, 16.2747
Si, -1.1129, -3.6717, 16.2749
Si, -2.6372, 1.2138, -5.0511
Si, -0.6239, 1.9577, -2.9266
Si, -1.3831, -5.1675, -6.9522
Si, 1.3725, -1.861, -5.797
Si, 5.2916, 1.5741, -5.3638
Si, 3.667, 1.5418, -2.9265
Si, 7.4387, -1.5958, -4.3988
Si, 7.9242, -3.2091, -2.0727
Si, 1.432, -0.5576, -3.0331
Si, 4.0994, -0.9892, -6.7809
Si, 4.2182, 0.4929, 20.7781
Si, -0.8626, -0.2234, -7.2198
Si, 1.7593, 3.8158, -2.6582
Si, 1.5585, -4.9795, -6.6365
Si, 3.0443, -0.2932, 18.2578
Si, 3.5706, -4.7436, -2.7974
Si, 5.1044, -3.0588, -4.8552
Si, 5.2405, -2.5933, 18.2116
Si, 6.36, 4.9478, -2.6726
Si, 4.0586, 4.104, -6.6584
Si, 6.7203, 5.2303, -5.5319
Si, 7.9105, 4.3877, 19.0462
Si, -1.8298, -3.8505, 19.3064
Si, -0.27, 2.8077, 18.4684
Si, 1.3392, -1.3391, 5.462
Si, 4.0956, 1.354, 5.4512
Si, 1.3588, 4.0899, 5.4277
Si, 4.0996, 6.7775, 5.4301
Si, 6.8085, -1.3601, 5.4142
Si, -1.3317, 1.3364, 5.4248
Si, 6.7871, 4.0782, 5.4605
Si, 9.5066, -4.0528, 5.4453
Si, 2.7199, 0.0096, 6.8042
Si, 5.4342, 2.7206, 6.8238
Si, 2.7268, 5.4351, 6.8008
Si, 5.458, -2.7305, 6.7777
Si, -2.7083, -0.0082, 6.7913
Si, 0.0091, 2.716, 6.7835
Si, 8.1536, -5.4281, 6.7951
Si, -0.0099, -2.7082, 6.8188
Si, 1.3651, 1.3724, 8.1619
Si, 4.0738, 4.0801, 8.1852
Si, 1.3662, 6.8045, 8.1576
Si, 4.088, -1.3714, 8.1269
Si, 6.8134, 1.3563, 8.1571
Si, -1.3585, 4.0802, 8.1291
Si, 6.7995, -4.0785, 8.1636
Si, -1.3633, -1.3534, 8.1863
Si, 0.0123, 0.0172, 9.532
Si, 2.7085, 2.7187, 9.5417
Si, -0.0053, 5.4307, 9.4974
Si, 2.7379, -2.7097, 9.5047
Si, 5.4386, -0.0186, 9.4936
Si, 8.1705, 2.7352, 9.5029
Si, 5.4419, 5.451, 9.5349
Si, 8.1557, -2.7299, 9.5321
O, -0.0322, -1.2747, -6.3189
O, 0.0446, -2.605, 16.6998
O, 2.8295, 5.0253, -6.02
O, 5.3623, 5.4366, -0.0863
O, -1.5952, -3.5791, -7.1627
O, 8.0417, -5.0438, 19.7604
O, 3.9669, 1.7196, -1.3585
O, -1.6282, -3.7274, -1.3294
O, 3.5373, 1.0393, 17.5056
O, -1.702, 0.805, -6.3035
O, 6.9208, -4.4451, -2.3312
O, 4.9764, 1.7423, 20.0795
O, -0.0331, 0.0665, -0.1893
O, 3.5852, -3.9776, -1.356
O, 4.6978, -3.937, 17.5198
O, 7.0112, 3.4408, 19.9684
O, -1.3616, 1.873, -1.4708
O, -0.3449, -4.0959, 19.9328
O, -0.8533, 1.652, 17.5139
O, 7.2041, -2.0655, -1.1838
O, 6.5661, -2.0091, 17.5003
O, 0.321, 2.0853, 19.7845
O, 5.036, 1.5168, -3.7688
O, 0.9028, 3.6169, 17.6889
O, 1.6462, -3.4057, -6.2425
O, 0.2735, 0.5977, -3.1295
O, 5.4182, 2.7309, 16.7695
O, 2.5216, -0.9073, -6.432
O, 5.8821, -1.8946, -4.0288
O, 7.8128, -0.0606, -4.1464
O, 7.6605, -1.8896, -5.9609
O, 4.2468, 2.6536, -5.9739
O, 0.0466, 5.4015, -0.3784
O, -2.6884, -0.0534, 16.7541
O, 2.1616, 5.3511, -3.0435
O, -2.689, 5.1531, -6.1823
O, -1.8092, -3.9873, 17.706
O, 6.8578, 3.9412, -1.496
O, -2.3365, -2.4196, 19.9065
O, 5.5171, -0.1246, -0.4565
O, 5.544, 4.7405, -6.532
O, 2.9828, 0.0176, 19.8411
O, -1.4703, 3.8082, 18.8662
O, 4.5765, -2.4466, -6.2533
O, 7.205, 4.5055, 17.5933
O, 2.8637, 0.1713, -3.1973
O, 6.253, -4.1504, -5.1646
O, 6.8495, 4.4304, -4.1232
O, 6.8708, 1.9054, -5.5988
O, 5.5429, -2.9721, 19.7377
O, -1.7491, 2.1313, -4.0698
O, 1.3203, -1.6835, -4.1871
O, -2.5111, -2.5436, -3.4757
O, 1.9076, 3.6632, -1.0489
O, 2.7042, 5.3849, 16.814
O, 4.7438, 5.0182, -2.7867
O, 4.952, 0.1506, -6.0334
O, 3.8894, -3.6726, -3.9755
O, 4.1099, -1.4691, 18.0222
O, 1.4438, -1.3764, -1.6225
O, 2.7801, 2.8066, -3.3826
O, 0.0411, 5.4352, -6.2044
O, 0.2667, 3.3174, -3.0359
O, 1.6388, -0.7779, 17.6374

Results
free energy: -118377.347 eV
free energy less fixed offsets of O -570.45, Si -639.56 eV per atom: -4.867 eV

Forces (eV/angstrom), in the order of the atoms: element, x, y, z
Si, -0.0015, 0.0187, 0.1411
Si, 0.0225, -0.0201, 0.1651
Si, -0.0325, 0.0272, 0.1853
Si, 0.052, -0.0127, 0.163
Si, -0.003, 0.0318, 0.1415
Si, -0.0044, -0.0524, 0.1546
Si, -0.008, 0.0213, 0.1296
Si, 0.0187, -0.0197, 0.1346
Si, 0.0138, -0.0127, -0.013
Si, 0.0132, -0.0341, 0.0031
Si, -0.016, -0.0028, 0.0105
Si, 0.0118, 0.0273, -0.0049
Si, -0.0107, -0.0079, -0.0034
Si, -0.0009, 0.0093, -0.0013
Si, 0.0148, 0.0125, 0.0253
Si, -0.0133, -0.0176, 0.0099
Si, -0.0242, 0.0048, 0.04
Si, -0.0022, 0.0277, 0.0501
Si, -0.0065, -0.0296, 0.0472
Si, 0.0251, -0.0049, 0.0435
Si, -0.028, -0.0145, 0.047
Si, 0.0176, 0.0179, 0.0346
Si, -0.019, -0.006, 0.0401
Si, 0.0085, 0.0034, 0.0338
Si, -0.0052, 0.0028, -0.0298
Si, 0.0053, 0.0054, -0.0063
Si, 0.014, -0.0062, -0.0143
Si, 0.0021, -0.0142, 0.0013
Si, 0, 0.0071, -0.0042
Si, 0.0153, -0.0067, -0.0024
Si, -0.0061, 0.006, -0.018
Si, -0.0128, 0.0115, -0.0068
Si, -0.0077, -0.0021, -0.0225
Si, 0.009, 0.0113, -0.0141
Si, 0.0048, -0.0084, -0.0151
Si, -0.0041, -0.008, -0.0166
Si, 0.0094, -0.0085, -0.0246
Si, 0.0054, -0.0097, -0.0214
Si, -0.0101, -0.0008, -0.0206
Si, 0.0065, 0.0057, -0.0218
Si, -0.0124, -0.0025, 0.0153
Si, -0.0205, -0.0018, 0.0057
Si, 0.0259, -0.0097, 0.0217
Si, 0.0148, 0.0029, 0.0148
Si, 0.018, -0.013, 0.0006
Si, 0.0082, -0.0025, 0.0173
Si, -0.0082, -0.0052, 0.0217
Si, -0.0185, 0.0164, 0.0122
Si, -0.0008, -0.0041, -0.0197
Si, -0.0031, 0.0059, -0.0572
Si, 0.0017, -0.0099, -0.0418
Si, 0.0043, -0.0009, -0.024
Si, 0.011, -0.0023, -0.0426
Si, 0.0032, -0.0132, -0.0261
Si, -0.0089, 0.0067, -0.0183
Si, -0.0025, -0.0058, -0.0627
Si, -0.0054, -0.0052, -0.0275
Si, 0.0242, -0.0093, -0.023
Si, 0.0031, -0.0024, 0.0265
Si, 0.0043, 0.005, 0.0041
Si, -0.0125, -0.0031, -0.0134
Si, -0.0065, -0.0084, 0.0151
Si, -0.0109, 0.0088, -0.012
Si, -0.0099, 0.0092, -0.0056
Si, 0.0125, -0.0527, -0.1518
Si, 0.0373, -0.0075, -0.1229
Si, -0.0116, 0.0262, -0.1691
Si, -0.049, 0.0236, -0.1365
Si, -0.0378, 0.0347, -0.1595
Si, -0.031, 0.0176, -0.1683
Si, 0.0179, -0.034, -0.1347
Si, 0.061, -0.0405, -0.1733
Si, 0.0263, -0.0188, 0.0045
Si, -0.007, -0.0327, 0.0727
Si, -0.018, 0.051, -0.0465
Si, -0.0273, 0.0169, 0.025
Si, 0.0029, 0.0367, 0.0113
Si, 0.0105, -0.008, 0.1124
Si, 0.0101, -0.0099, -0.0034
Si, -0.0035, -0.0288, 0.1
Si, -0.0248, 0.0029, 0.099
Si, -0.0214, -0.0071, -0.0225
Si, 0.025, -0.0188, -0.0265
Si, 0.0018, -0.0008, -0.0152
Si, -0.0098, -0.0174, 0.063
Si, -0.0048, -0.0128, -0.0423
Si, 0.009, 0.0022, -0.0984
Si, 0.0596, 0.0185, 0.0492
Si, 0.0068, -0.0241, 0.0394
Si, 0.0056, 0.0118, -0.0786
Si, 0.0017, 0.0351, 0.0395
Si, -0.0077, 0.0114, -0.0316
Si, -0.0121, 0.0023, 0.0529
Si, -0.0158, -0.0099, -0.104
Si, 0.0001, -0.0078, -0.1311
Si, -0.0136, 0.0041, -0.1358
Si, 0.0173, 0.0025, 0.021
Si, -0.0129, -0.0093, 0.02
Si, 0.0033, -0.006, 0.0242
Si, -0.004, 0.0109, 0.0127
Si, 0.0032, -0.009, 0.0109
Si, 0.0025, 0.0151, 0.0168
Si, 0.0095, -0.0067, 0.0202
Si, -0.0066, -0.0017, 0.0086
Si, -0.0056, -0.0037, 0.0093
Si, 0.0023, 0.0073, 0.004
Si, -0.0019, 0.0062, 0.0114
Si, -0.0086, -0.005, 0.0086
Si, -0.003, 0.0055, 0.0117
Si, -0.0118, -0.0036, 0.0128
Si, -0.0115, -0.0105, 0.0122
Si, 0.0063, 0.0124, 0.0044
Si, 0.0094, -0.002, 0.0038
Si, 0.0024, -0.0128, 0.0078
Si, -0.0186, -0.0083, -0.0026
Si, -0.0008, 0.0075, -0.004
Si, -0.0144, -0.0061, -0.0052
Si, 0.0052, 0.0111, -0.0025
Si, 0.001, -0.004, -0.0018
Si, -0.0013, -0.013, -0.0011
Si, -0.0039, 0.0011, -0.0118
Si, 0.0011, 0.0086, -0.0221
Si, 0.0023, 0.0064, 0.0011
Si, 0.0049, -0.0023, -0.0095
Si, -0.0015, 0.001, 0
Si, -0.0053, -0.0056, -0.0081
Si, -0.0095, -0.0084, -0.0087
Si, 0.0014, 0.0087, -0.015
O, 0.0098, -0.0219, 0.0147
O, 0.0019, 0.0061, 0.0862
O, -0.0023, 0.0069, 0.0371
O, -0.0207, 0.0049, -0.0497
O, 0.0221, 0.0176, 0.0194
O, -0.016, -0.0022, 0.042
O, -0.0314, 0.031, -0.0996
O, -0.0077, 0.0126, -0.0871
O, -0.0372, -0.0043, 0.0708
O, -0.0093, 0.0298, 0.0165
O, -0.0059, 0.0152, -0.0278
O, 0.0142, -0.0004, -0.0131
O, 0.0092, 0.0033, -0.0476
O, -0.0581, 0.0274, -0.079
O, 0.036, -0.0075, 0.0731
O, -0.0139, -0.0102, 0.0217
O, -0.0133, 0.033, -0.0907
O, 0.0239, 0.0057, 0.0308
O, 0.0515, 0.0207, 0.1055
O, 0.0364, -0.0181, -0.0945
O, 0.0002, -0.045, 0.0768
O, 0.0317, -0.0188, 0.0361
O, 0.0204, -0.0179, -0.0298
O, -0.0223, -0.032, 0.1078
O, 0.0049, -0.0081, 0.0068
O, -0.0109, -0.0079, -0.0324
O, -0.0183, -0.0091, 0.0584
O, -0.0139, 0.0225, 0.0081
O, -0.0105, 0.0289, -0.0034
O, -0.0082, 0.0037, 0.0305
O, -0.0179, 0.018, -0.0024
O, -0.0135, -0.0214, 0.0036
O, -0.0108, 0.0044, -0.0816
O, 0.0114, 0.0005, 0.0558
O, -0.0273, 0.0054, -0.0482
O, 0.0108, -0.0361, -0.0018
O, -0.0288, -0.0006, 0.1191
O, -0.0036, -0.0279, -0.0837
O, -0.0053, 0.0403, 0.0335
O, -0.0222, -0.0036, -0.0774
O, 0.0106, 0.0156, -0.0134
O, -0.0257, 0.0052, 0.0503
O, 0.014, 0.008, 0.0408
O, 0.0034, 0.0137, -0.0175
O, 0.0123, 0.0395, 0.0687
O, 0.0113, -0.0178, -0.0604
O, 0.0173, 0.0191, -0.0127
O, 0.021, -0.0154, -0.0302
O, -0.0004, 0.0098, -0.0048
O, 0.0067, -0.0184, 0.0524
O, -0.0258, 0.028, -0.0339
O, 0.0005, -0.0331, -0.0301
O, 0.0207, -0.001, -0.0189
O, 0.0479, -0.0317, -0.1303
O, 0.0184, -0.0034, 0.0513
O, -0.0286, -0.0102, -0.0212
O, 0.0205, -0.0004, 0.0178
O, -0.0309, 0.0321, -0.0349
O, -0.0064, -0.0015, 0.0321
O, 0.022, -0.0065, -0.0939
O, -0.0026, 0.0082, -0.0482
O, 0.0106, -0.0262, 0.0363
O, -0.0056, 0.0329, -0.0435
O, 0.0061, 0.0444, 0.0855

The program warned: the cutoff lies below the one the program advises for these potential files; the forces do not sum to zero within the program's tolerance; empty levels may hold ghost states of the PAW files; the exchange-correlation potential is rough where the density is thin.
